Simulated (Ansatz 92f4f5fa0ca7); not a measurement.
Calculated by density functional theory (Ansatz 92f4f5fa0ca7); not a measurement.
Periodic cell of 184 atoms, Si120O64, from a study of silicon, its oxide and their interface. The atomic structure is a simulated model.
This geometry differs little from another in the collection (a relaxation step or a small displacement).

Settings
functional: r2SCAN
potential files: Ansatz PAW
basis: plane waves
wave-function cutoff: 800 eV
density cutoff ratio: 5
exchange-correlation grid ratio: 1
k mesh: 1 x 1 x 1, shifted by 0.5 0.5 0 of a step
self-consistency stop: 1e-10 eV per atom in the density residual
occupations: fixed
spin: none
net charge: 0

Cell vectors (angstrom)
a  10.887  0  0
b  0  10.887  0
c  0  0  27.2197

Atoms: element, x, y, z (angstrom)
Si  1.5338  -4.1474  1.4219
Si  7.681  2.6039  -4.1024
Si  0.4505  6.8586  -4.122
Si  0.0624  8.2041  2.5758
Si  10.3721  -13.2979  -8.667
Si  6.8536  -4.217  1.3159
Si  10.6418  11.1496  -0.2472
Si  4.2668  12.1781  -2.1203
Si  1.3175  1.2108  1.3394
Si  9.6006  5.8138  -1.9268
Si  2.9073  5.4143  2.7409
Si  5.6217  8.2045  2.7035
Si  11.3304  5.0169  0.2495
Si  8.2833  5.4956  2.7796
Si  13.9895  7.9261  -1.106
Si  13.4096  13.5909  0.091
Si  -1.3761  3.9768  1.4871
Si  2.8852  0.0331  2.6393
Si  -1.3925  9.4852  1.0962
Si  4.1523  3.9214  1.345
Si  8.8075  2.6801  -1.3715
Si  8.285  -0.1274  2.7591
Si  5.4064  13.6178  2.9575
Si  10.9361  2.6239  2.7647
Si  1.4278  4.0749  4.0613
Si  4.0328  1.3716  4.2309
Si  1.475  9.5166  3.9535
Si  4.204  6.8541  4.0494
Si  6.8768  4.1423  4.1166
Si  9.5927  1.2949  4.0991
Si  6.9487  9.4534  4.1818
Si  9.6218  6.8848  4.0856
Si  0.1051  -0.0299  5.3993
Si  2.6997  2.7554  5.5469
Si  0.0405  5.4384  5.4162
Si  2.7539  8.1471  5.3695
Si  5.4767  -0.0443  5.4621
Si  8.1977  2.6829  5.3993
Si  5.5058  5.4959  5.4534
Si  8.2653  8.1415  5.5586
Si  1.3402  1.3437  6.8435
Si  4.115  4.1475  6.8193
Si  1.3934  6.8268  6.7591
Si  4.0656  9.4893  6.7937
Si  6.8253  1.3841  6.7795
Si  9.5305  4.0439  6.7663
Si  6.8109  6.8026  6.8634
Si  9.613  9.575  6.8172
Si  -0.0481  2.6831  8.1873
Si  2.7167  -0.0224  8.1687
Si  0.0687  8.2109  8.1423
Si  2.7197  5.5007  8.1626
Si  5.474  2.751  8.143
Si  8.1759  0.033  8.14
Si  5.3749  8.1327  8.2004
Si  8.1365  5.369  8.1338
Si  1.3362  4.1087  9.4379
Si  4.0933  1.3747  9.4393
Si  1.3794  9.5391  9.6099
Si  3.9866  6.8273  9.6529
Si  6.7693  4.0841  9.5936
Si  9.4768  1.3413  9.6042
Si  6.7312  9.5828  9.4231
Si  9.4988  6.8238  9.3178
Si  -0.0231  -0.0217  10.9754
Si  2.7536  2.768  10.7419
Si  -0.0855  5.5055  10.6823
Si  2.6422  8.2061  11.1084
Si  5.3652  0.0009  10.8434
Si  8.0789  2.6785  10.9707
Si  5.3536  5.4315  10.9769
Si  8.1007  8.1547  10.6107
Si  -1.6314  0.2008  14.9684
Si  -0.2999  2.8167  15.1699
Si  1.1048  6.7618  12.2603
Si  1.3399  11.2664  15.434
Si  6.6682  1.2859  12.3006
Si  9.4506  4.2096  12.0851
Si  6.7242  6.9773  12.0849
Si  10.0573  7.5202  13.5123
Si  -1.4965  -1.5362  12.1202
Si  3.0036  0.5793  13.662
Si  -3.167  10.3616  13.3714
Si  8.2801  5.8352  13.328
Si  4.9488  2.2293  13.6856
Si  9.066  5.3046  16.4944
Si  2.1603  5.025  13.4407
Si  5.933  8.7018  13.5677
Si  4.0465  -1.2206  12.4381
Si  8.1904  1.264  17.3625
Si  5.4714  4.1006  24.4167
Si  1.4141  1.4891  12.1467
Si  1.6483  -0.4542  18.39
Si  5.9832  -7.8261  15.7347
Si  12.7629  4.5107  18.4025
Si  4.0036  4.0054  12.3411
Si  9.4065  3.8716  20.925
Si  21.3558  7.2446  15.83
Si  3.4151  -4.6783  23.7123
Si  7.3401  4.978  19.1087
Si  7.53  -7.9433  27.7048
Si  7.8887  20.9823  19.4081
Si  -4.8858  15.6487  27.3655
Si  -9.8064  9.6263  24.4967
Si  -10.97  13.0032  18.8125
Si  11.3625  14.2866  13.1495
Si  8.0317  -13.7556  27.0201
Si  4.627  3.455  18.3494
Si  6.6031  1.1416  28.9965
Si  6.4151  10.8626  21.731
Si  -4.9467  7.7  19.1558
Si  5.48  42.3483  26.6316
Si  -14.7561  5.2579  15.3433
Si  2.3197  -4.9735  15.6276
Si  2.8226  10.9732  22.5644
Si  4.6319  19.4613  21.9443
Si  10.6967  5.9524  20.2769
Si  5.3675  -3.9547  16.0923
Si  14.7588  0.8169  20.015
Si  4.9345  10.2128  28.8063
O  4.3192  7.3049  -4.3082
O  -7.5818  -1.3728  -5.2018
O  10.8293  -0.3182  -12.3598
O  10.0379  25.8299  -11.1648
O  -0.8291  7.0337  -8.0009
O  -13.8589  15.0217  -6.8782
O  19.8826  -7.6899  -4.86
O  3.1707  -4.326  -1.9474
O  1.1565  -5.4341  -7.7217
O  7.0871  13.0363  -10.6569
O  24.8021  12.6537  -1.1777
O  2.8361  -9.8109  -5.9543
O  15.5289  -13.4138  -0.971
O  15.0979  15.683  -3.5566
O  3.1195  -0.2407  -8.1802
O  28.8094  30.9765  26.4179
O  10.9223  16.8569  26.2042
O  27.0272  0.2548  20.6306
O  21.1078  2.6562  20.2161
O  -21.6393  17.8164  21.5263
O  -20.5433  7.1253  15.7746
O  -2.6573  12.8744  24.5082
O  5.8597  4.9953  25.7206
O  -3.1377  -0.5473  20.9914
O  12.7124  -0.3819  16.7767
O  31.3011  -8.803  17.7989
O  6.8444  -1.891  18.8766
O  28.4671  3.8836  23.3728
O  -10.0302  23.6624  15.8903
O  16.7241  20.4261  22.5259
O  5.1717  10.9873  25.7099
O  -2.3093  -5.8378  18.054
O  -19.3978  18.5572  27.5326
O  3.7993  22.5532  23.647
O  -1.7406  -17.5211  25.4252
O  -33.4505  -15.7259  23.7698
O  12.7872  27.8889  23.1419
O  4.3228  23.8773  19.1651
O  -18.3337  -6.4409  18.804
O  -11.6584  -2.5123  16.9511
O  16.936  -6.7332  18.6224
O  -11.7749  1.6715  26.386
O  9.3221  1.8341  14.8032
O  -3.3416  11.5096  18.6913
O  1.0136  8.9913  18.7949
O  -17.9263  6.4414  15.7719
O  15.8338  18.9229  20.4202
O  6.8716  28.2196  19.5861
O  12.0067  3.096  18.3896
O  -20.3542  10.7165  23.3352
O  0.6034  0.6645  18.9221
O  -5.725  24.3858  24.9499
O  -20.2987  -6.9975  26.8372
O  -4.0629  12.247  22.4725
O  8.5766  6.9869  25.8201
O  11.3291  8.3216  23.7896
O  -5.576  29.0982  17.6913
O  -5.2077  -2.6551  15.1429
O  8.6679  -10.8949  16.4708
O  -17.1015  14.0769  16.7402
O  31.1594  -1.2886  19.1397
O  0.1441  21.1868  25.6202
O  13.3047  9.1347  25.2728
O  12.7665  4.9694  16.8619

Results
free energy: -113253.116 eV
free energy less fixed offsets of O -570.45, Si -639.56 eV per atom: 2.884 eV

Forces (eV/angstrom), in the order of the atoms: element, x, y, z
Si  0.006  0.0166  -0.0139
Si  -0.0012  -0.0051  -0.013
Si  0.0024  -0.0008  -0.0141
Si  -0.0035  -0.0018  0.0005
Si  -0.0015  -0.0017  0.0209
Si  0.0002  -0.0033  0.0054
Si  0.009  -0.0019  -0.0189
Si  -0.0025  0.0009  -0.0226
Si  0.0006  -0.0032  0.0019
Si  0.0027  -0.001  -0.0221
Si  -0.0021  -0.0025  0.0021
Si  0.0051  -0.001  -0.0061
Si  -0.0091  0.0002  -0.0295
Si  -0.0013  -0.002  -0.0061
Si  -0.0028  -0.0054  -0.0185
Si  -0.0028  -0.0071  -0.0116
Si  0.0077  -0.0001  -0.0063
Si  -0.005  -0.0001  0.0028
Si  -0.003  -0.0029  -0.0046
Si  0.0006  -0.0035  0.0059
Si  0.0034  0.003  -0.0246
Si  0.0056  -0.0008  0.0045
Si  0.0043  0.0055  0.0007
Si  0.0002  0.0029  -0.0009
Si  0.0027  -0.0019  0.0007
Si  -0.007  0.0014  0.0023
Si  -0.0008  0.0027  -0.0008
Si  0.0029  -0.0103  -0.0032
Si  0  -0.0054  -0.0047
Si  -0.0052  0.0023  -0.001
Si  -0.0075  0.0059  -0.006
Si  0.0005  0.0002  0.0014
Si  0.0014  -0.0064  0.0007
Si  0.0003  -0.0011  0.0021
Si  0.0026  -0.0011  0.0006
Si  0.0012  0.0039  -0.0021
Si  0.0015  0.0015  -0.0032
Si  -0.0009  0.0008  -0.0015
Si  -0.0021  -0.003  -0.0019
Si  0.004  0.0002  0.0006
Si  -0.0013  0.0029  0.001
Si  -0.0012  -0.0008  0.0002
Si  0.0004  -0.0011  -0.001
Si  0.0006  -0.0008  -0.001
Si  0  -0.0032  -0.0025
Si  -0.0013  0  -0.0007
Si  0.0049  0.0015  -0.0006
Si  0.0008  0.0005  0.0009
Si  0  0.0006  0.0018
Si  0.0009  -0.0028  -0.0008
Si  0.0037  0.0004  -0.0009
Si  0.0036  0.0054  0.0025
Si  0.0023  -0.0005  -0.0007
Si  0.003  0.0012  0.0008
Si  -0.0026  -0.0006  0.0006
Si  -0.0009  -0.0005  0.0005
Si  0.0005  -0.0011  -0.005
Si  0.005  -0.0006  -0.0012
Si  0.0025  0.0034  -0.0007
Si  0.0029  0.0008  -0.0018
Si  -0.0032  -0.0006  0.0061
Si  -0.0039  -0.0028  0.0039
Si  -0.0035  -0.0021  -0.0033
Si  -0.0023  0.0028  0.0005
Si  0.0005  -0.0011  0.0001
Si  0.0016  -0.0009  0.0064
Si  0.0017  -0.003  0.0047
Si  0.0039  -0.0051  0.01
Si  0.0018  0.0052  0.005
Si  -0.0018  0.0011  0.0039
Si  0.0003  0.0029  0.0008
Si  0.0076  0.0001  0.0089
Si  0.0126  0.0066  0.0231
Si  -0.014  0.0136  0.0299
Si  0.0008  0.0007  -0.0119
Si  -0.0054  -0.0016  0.0107
Si  -0.0088  0.0031  -0.0006
Si  0.0075  0.0065  -0.0107
Si  -0.0023  0.004  0
Si  0.0037  0.0099  -0.0143
Si  0.0029  -0.0062  0.0084
Si  0.0033  0.0014  0.006
Si  0.0018  0.0039  0.0005
Si  0.0135  -0.0002  0.0103
Si  -0.0006  -0.009  0.0001
Si  -0.0005  -0.0069  0.007
Si  0.0011  0.0072  0.0058
Si  -0.0016  -0.0059  0.0159
Si  -0.0007  -0.0003  0.0022
Si  0.0045  -0.0002  0.0162
Si  -0.0031  -0.0051  -0.0216
Si  0.0035  -0.0023  0.0028
Si  0.0028  0.0029  0.0382
Si  0.0039  -0.0071  0.0199
Si  -0.0036  -0.006  0.02
Si  0.0058  0.001  -0.0034
Si  -0.0066  -0.0153  0.0055
Si  -0.015  0.0047  0.0218
Si  -0.0034  0.0035  -0.013
Si  -0.0064  -0.009  0.0261
Si  -0.0105  -0.0056  0.0187
Si  0.0011  -0.0052  0.0229
Si  -0.0051  0.0076  -0.0167
Si  0.0035  -0.0055  -0.0166
Si  0.0045  0.0009  0.0146
Si  -0.006  -0.007  -0.0039
Si  -0.0007  -0.0052  -0.0187
Si  -0.0071  -0.0028  0.0184
Si  -0.0047  0.0012  -0.0091
Si  0.0047  0.002  -0.003
Si  0.0022  0.0035  0.0129
Si  0.0119  0.0057  -0.0178
Si  -0.0147  -0.0098  0.0141
Si  -0.0073  0.0021  0.0199
Si  0.0009  -0.0031  -0.0126
Si  -0.0041  0.0088  -0.0011
Si  0.0115  0.0075  -0.0006
Si  -0.0039  0.012  0.0285
Si  -0.0022  -0.0005  0.008
Si  0.0127  0.0008  0.0003
O  -0.0014  -0.0033  0.0045
O  0.008  -0.0021  -0.0039
O  -0.0041  0.0017  -0.0103
O  0.0082  -0.0152  -0.0111
O  0.0019  0.0117  -0.0033
O  -0.0019  0.0106  -0.0178
O  -0.004  -0.0015  0.003
O  0.0008  0.0107  0.0159
O  -0.0008  -0.0023  -0.0083
O  -0.0018  0.0001  -0.0136
O  -0.0038  0.004  0.0134
O  0.0018  -0.0009  -0.0034
O  0.0068  0.0094  0.019
O  0.0046  0.0007  0.0075
O  -0.0031  0.0004  -0.0076
O  0.0014  -0.0011  0.0081
O  0.0089  -0.01  0.0223
O  0.0038  -0.001  0.0037
O  0.0009  0.0038  -0.0029
O  -0.0002  0.0002  0
O  -0.0123  -0.001  -0.0089
O  0.0067  0.009  0.0161
O  0.0082  -0.0009  0.0212
O  -0.0085  0.0036  0.0069
O  -0.0009  0.0042  -0.0079
O  -0.0087  -0.0087  -0.0164
O  -0.0005  0.0019  -0.0011
O  -0.0032  -0.0019  0.0099
O  -0.0051  0.0004  -0.0165
O  -0.0032  0.0026  -0.0027
O  0.0049  -0.0098  0.0057
O  -0.0257  0.0086  -0.0576
O  -0.0053  -0.0082  0.0092
O  0.0021  0.0042  0.0109
O  -0.0023  -0.0041  -0.0012
O  -0.0031  -0.0002  0.0128
O  0.0031  -0.0011  0.0002
O  0.0032  0.0097  -0.0107
O  0.0027  -0.0012  -0.0181
O  0.003  -0.0112  -0.0152
O  0.0112  0.006  -0.0053
O  -0.0012  -0.0013  0.0029
O  0.0012  0.0007  -0.0022
O  0.0013  -0.0004  -0.0097
O  -0.0004  0.0024  -0.004
O  0.0005  0.0006  0.0008
O  0.0021  -0.0018  -0.002
O  0.0019  -0.0048  -0.0029
O  0.0032  0.0037  -0.0066
O  -0.0064  -0.0039  0.0077
O  0.001  -0.0012  -0.0088
O  -0.003  -0.0016  0.0049
O  -0.001  0.0027  0.0128
O  0.003  -0.0046  0.0042
O  -0.0044  0.0056  0.0194
O  0.0025  0.0082  0.0087
O  -0.0004  0.0018  -0.0137
O  0.0037  0.0004  -0.0085
O  -0.0005  0.0064  -0.0113
O  0.0127  -0.0011  -0.0189
O  -0.001  0.0006  -0.0066
O  -0.0021  0.0077  0.0209
O  -0.0033  -0.0064  0.005
O  0.0049  0.006  -0.0157

The program warned: the cutoff lies below the one the program advises for these potential files; the forces do not sum to zero within the program's tolerance; empty levels may hold ghost states of the PAW files; the exchange-correlation potential is rough where the density is thin.
